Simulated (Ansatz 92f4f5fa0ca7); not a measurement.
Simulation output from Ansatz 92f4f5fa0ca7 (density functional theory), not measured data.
Periodic cell of 252 atoms, Si132O88H32, with a vacuum gap, from a study of silicon, its oxide and their interface. The atomic structure is a simulated model.

Settings: functional r2SCAN; potential files Ansatz PAW; basis plane waves; wave-function cutoff 800 eV; density cutoff ratio 5; exchange-correlation grid ratio 1; k mesh 1 x 1 x 1, shifted by 0.5 0.5 0 of a step; self-consistency stop 1e-11 eV per atom in the density residual; occupations fixed; spin none; net charge 0; applied field sawtooth along c, amplitude +0.015 V/angstrom in the program's sign convention, ramp centred at 0.9888 of c and 0.0225 of c wide, no dipole correction.

Cell vectors (angstrom)
a 10.888 0 0
b 0 10.888 0
c 0 0 44.5076

Atoms: element, x, y, z (angstrom)
Si -0.0685 0.2645 30.5564
Si 2.435 3.0984 30.9359
Si 0.1666 5.2336 30.8932
Si 3.1025 8.0067 30.8613
Si 5.6618 -0.1771 31.1874
Si 8.4399 2.3597 30.7506
Si 5.1363 5.6476 30.852
Si 7.867 8.5849 30.8087
Si 1.3553 1.3794 32.0963
Si 4.0361 4.1631 32.2663
Si 1.3919 6.8652 32.0754
Si 4.1401 9.4503 32.3716
Si 6.9507 1.364 32.2981
Si 9.5138 3.9973 32.1214
Si 6.8172 6.8256 32.0333
Si 9.5985 9.6238 32.0088
Si -0.0044 2.6882 33.528
Si 2.7013 0.0171 33.5001
Si 0.0052 8.2175 33.4069
Si 2.6793 5.519 33.5812
Si 5.4736 2.758 33.5096
Si 8.2974 -0.0177 33.5832
Si 5.5335 8.0827 33.6111
Si 8.1553 5.4351 33.4089
Si 1.3414 4.0869 34.8704
Si 4.0942 1.3725 34.8395
Si 1.3332 9.5524 34.8458
Si 4.0959 6.8014 34.9382
Si 6.814 4.1264 34.8563
Si 9.573 1.3668 34.9397
Si 6.8824 9.5008 34.8936
Si 9.5327 6.8128 34.7664
Si 0.0203 0.0034 36.2722
Si 2.7305 2.7308 36.2152
Si -0.0265 5.46 36.1853
Si 2.7151 8.2036 36.2117
Si 5.4594 -0.0085 36.1876
Si 8.1679 2.7417 36.2183
Si 5.4533 5.4317 36.2621
Si 8.2086 8.1309 36.2311
Si 1.3773 1.3788 37.6025
Si 4.0904 4.0681 37.5927
Si 1.3553 6.8114 37.5382
Si 4.08 9.5504 37.5703
Si 6.8017 1.3586 37.5515
Si 9.5222 4.1037 37.5737
Si 6.8113 6.806 37.6001
Si 9.5339 9.5187 37.5917
Si 0.0033 2.7546 6.9462
Si 2.7269 0.0103 6.9453
Si 0.0155 8.1623 6.9127
Si 2.7214 5.4616 6.9064
Si 5.4433 2.6881 6.9255
Si 8.1362 -0.0125 6.9255
Si 5.4189 8.1731 6.9346
Si 8.1563 5.4276 6.9438
Si 1.3998 4.1174 8.2987
Si 4.0855 1.3542 8.3006
Si 1.3637 9.5141 8.2805
Si 4.0464 6.8192 8.3031
Si 6.7768 4.0586 8.2819
Si 9.4933 1.3708 8.2609
Si 6.7565 9.5297 8.3074
Si 9.537 6.8088 8.2465
Si -0.0269 -0.0072 9.5792
Si 2.7775 2.7487 9.6579
Si 0.0444 5.5201 9.6155
Si 2.6962 8.181 9.7023
Si 5.371 -0.0215 9.6985
Si 8.1205 2.7016 9.6499
Si 5.3923 5.4098 9.6227
Si 8.1389 8.1209 9.5884
Si 1.3783 1.3451 10.8875
Si 4.1067 4.1014 11.1063
Si 1.3214 6.873 11.0994
Si 4.0243 9.5082 11.1229
Si 6.7011 1.3624 11.0314
Si 9.5655 4.1223 10.853
Si 6.7947 6.7221 10.9321
Si 9.4639 9.5172 10.9008
Si 0.0114 2.7412 12.147
Si 2.5871 0.038 12.4297
Si -0.1165 8.2802 12.4029
Si 2.6623 5.455 12.4431
Si 5.4789 2.7307 12.5495
Si 8.0652 -0.0734 12.2623
Si 5.4714 8.0535 12.3327
Si 8.2076 5.3659 12.2617
Si 1.4256 3.8439 13.6503
Si 3.6939 1.6534 13.7198
Si 0.7675 10.0635 13.7274
Si 4.141 6.7372 13.7418
Si 7.3919 3.695 13.7292
Si 9.4858 1.3782 13.3543
Si 6.996 9.2265 13.6542
Si 9.1913 7.0113 13.6025
Si 25.2083 -12.4839 17.8019
Si -11.4932 4.6427 21.0074
Si 10.6699 31.2043 23.1873
Si 15.6111 12.6844 24.0683
Si 8.3912 -2.7322 27.7471
Si 4.8559 1.8333 16.4116
Si -10.7575 16.5936 15.6739
Si 19.3885 32.0427 21.226
Si -9.4736 16.7256 25.9437
Si -6.9791 3.8877 22.1456
Si 6.283 14.4517 28.6952
Si 13.0729 -0.8406 28.5243
Si 7.5921 16.8846 24.0779
Si 13.938 19.3459 25.9733
Si 10.2139 5.7366 27.9611
Si 5.7026 4.8286 15.8594
Si -4.0921 16.7991 18.5385
Si 3.8404 9.8987 20.5166
Si -4.6223 21.0912 16.5787
Si 9.6509 17.0247 18.339
Si 17.0158 27.5785 21.532
Si 11.702 -9.5665 23.0799
Si 25.4309 20.676 23.3666
Si -13.5986 -6.783 26.518
Si -4.8176 30.6938 22.0497
Si 4.0994 1.506 28.9464
Si -2.0405 13.1309 22.0462
Si 2.1338 29.8755 15.486
Si -2.8525 8.6278 18.5045
Si 6.189 40.7208 25.819
Si 13.837 -20.7171 18.591
Si 12.716 2.684 20.5688
Si -0.4175 -4.3006 23.472
Si -13.2172 20.7121 25.3923
Si 18.5524 1.7664 24.7454
Si 2.4255 14.2062 24.6242
O 0.7787 -0.2644 29.2016
O -4.4328 -5.5684 20.0139
O 10.2496 -5.1166 29.572
O -8.1647 8.9615 29.5974
O -2.4112 8.2512 29.3413
O -4.2105 9.6576 30.4522
O 12.6036 1.6012 21.7699
O -12.3753 17.864 27.3385
O 26.8456 8.9833 23.3155
O 23.0966 2.175 24.3519
O 13.66 30.9386 24.5454
O -14.9313 29.3073 18.6875
O 5.5882 4.7078 29.5977
O 7.5404 13.7916 29.4946
O -1.5011 7.7501 18.2102
O 8.082 -2.7928 14.134
O 1.3028 -4.1408 15.3378
O 5.066 14.2428 15.9559
O -4.5475 20.7329 15.007
O 6.3672 6.8211 24.7668
O 10.7512 -5.2644 17.2686
O 20.6532 20.1124 24.5146
O 16.9773 12.3238 24.8178
O -4.7089 0.9389 16.7395
O 3.266 14.2975 20.7416
O 11.7176 21.5258 23.4555
O 13.5778 8.1399 16.9883
O 31.7193 -1.0107 21.8123
O -2.6412 5.3844 18.0541
O -2.0309 9.5139 26.9701
O -7.8295 13.4574 29.539
O 9.6855 -4.6294 14.9647
O 4.138 11.941 15.1794
O 17.9786 -5.6305 22.7203
O -9.6165 9.4213 15.1507
O 3.9501 0.4573 23.6274
O 1.7256 1.9564 19.1231
O 2.1627 9.2247 27.11
O -7.099 24.377 25.1158
O 24.3699 17.808 25.8528
O 28.6298 26.1238 27.4068
O 18.0047 -6.3386 15.1131
O 27.1849 9.7457 20.8348
O 6.9049 29.5132 27.2477
O 37.3086 27.0671 21.8856
O 8.4738 13.374 14.1153
O -11.1804 5.3947 22.3955
O -8.3214 -8.1109 14.122
O 9.5066 15.2814 27.3919
O 15.737 0.6796 30.0897
O -10.636 38.7775 24.8591
O -2.6163 20.4403 19.8035
O -3.2981 31.3945 17.3045
O -0.834 5.7563 19.8583
O -10.2713 -17.4648 15.0093
O 13.4295 10.6565 17.7044
O 22.4495 14.6655 20.6004
O 9.0353 25.3769 21.1779
O 8.3482 11.8834 21.1235
O 14.3355 19.7295 19.3578
O 7.063 -1.6353 25.1571
O 14.8389 12.8479 17.7314
O 8.1661 24.3592 26.0303
O 1.3139 4.17 30.4158
O -1.2789 12.2243 30.1529
O -6.0689 5.8093 14.9178
O 10.5524 0.3477 14.1451
O -5.0969 27.2385 17.35
O -7.521 7.9997 14.4521
O 7.8699 2.4816 23.3096
O 15.7962 2.7515 22.7568
O -8.9147 15.2341 25.7474
O -6.2239 8.4508 26.1862
O 7.4642 9.6645 22.3237
O -22.4266 34.4996 22.7242
O 13.8913 9.6324 21.8796
O 4.1053 6.8177 30.3123
O -13.2253 22.2236 24.8864
O 2.7229 -6.7701 23.2346
O -7.2072 0.5009 19.928
O -10.5406 -13.8504 22.9463
O 3.2072 22.1656 28.1717
O -4.6199 7.3999 21.5947
O 5.2432 35.0629 28.2055
O 15.816 20.4475 17.2408
O -2.7569 4.9637 25.1707
O 8.881 17.7779 23.6702
O 0.8378 16.756 27.4446
H 2.1934 0.5513 38.5349
H 0.556 2.2011 38.5349
H 3.2759 4.8972 38.5251
H 4.904 3.2382 38.5251
H 2.182 5.9945 38.4706
H 0.5369 7.6366 38.4706
H 3.2566 10.3706 38.5027
H 4.8901 8.717 38.5027
H 7.6123 0.5258 38.4839
H 5.9711 2.1715 38.4839
H 10.35 3.288 38.5061
H 8.6877 4.9126 38.5061
H 7.6229 5.9742 38.5325
H 5.982 7.6203 38.5325
H 8.7 10.3282 38.5241
H 10.3597 8.7009 38.5241
H 0.8245 1.9323 6.0138
H -0.8245 3.5704 6.0138
H 1.9108 0.8378 6.0128
H 3.5502 -0.8099 6.0128
H -0.8103 8.9801 5.9802
H 0.8339 7.3371 5.9802
H 1.8947 6.2784 5.9739
H 3.5359 4.6325 5.9739
H 6.2738 1.8752 5.9931
H 4.6297 3.5181 5.9931
H 8.9701 -0.822 5.9931
H 7.3256 0.8203 5.9931
H 4.6087 9.0064 6.0021
H 6.2482 7.3589 6.0021
H 8.9908 4.6187 6.0114
H 7.3446 6.2594 6.0114

Results
free energy: -135126.309 eV
free energy less fixed offsets of H -15.71, O -570.45, Si -639.56 eV per atom: -2.069 eV

Forces (eV/angstrom), in the order of the atoms: element, x, y, z
Si -0.0049 0.005 0.03
Si 0.0054 0.0029 0.0207
Si 0.0111 -0.0034 0.0251
Si 0.0043 -0.0021 0.0226
Si -0.003 -0.0034 0.0168
Si 0 -0.0037 0.0262
Si -0.0056 0.0006 0.0229
Si -0.0073 0.0022 0.0307
Si -0.0002 0.0062 -0.0101
Si -0.005 0.0033 -0.0174
Si 0.0035 -0.0045 -0.0153
Si 0.0084 -0.0019 -0.013
Si 0.0037 -0.0051 -0.0108
Si 0.003 -0.003 -0.0125
Si -0.0029 0.0054 -0.0164
Si -0.0056 0.0018 -0.01
Si 0.0058 -0.0096 0.0046
Si -0.0023 -0.0061 0.0173
Si 0.0075 0.0041 0.0153
Si 0.0161 -0.0017 0.0079
Si -0.0004 0.0084 0.0161
Si -0.0051 0.0062 0.0097
Si -0.0116 -0.001 0.0072
Si -0.0111 0.002 0.0159
Si 0.0091 0.0022 0.0174
Si 0.0026 0.0051 0.0165
Si 0.0105 0.0128 0.0156
Si 0.0014 0.0015 0.0036
Si -0.0087 -0.0136 0.0146
Si -0.0038 0.0024 0.0137
Si -0.0066 0.0043 0.0172
Si -0.0009 0.0039 0.0272
Si 0.0362 -0.0323 0.1965
Si 0.0058 -0.0153 0.1811
Si 0.0115 -0.0071 0.1885
Si 0.0028 -0.0124 0.1616
Si -0.0029 0.0022 0.1732
Si -0.0262 0.0209 0.163
Si -0.0077 0.0174 0.1882
Si 0.0001 -0.0053 0.1942
Si 0.0738 -0.0841 0.3135
Si 0.0244 -0.0111 0.3827
Si -0.015 0.0733 0.2625
Si -0.0078 -0.0165 0.26
Si -0.0091 0.0593 0.29
Si -0.0811 0.0515 0.2795
Si 0.0593 -0.0713 0.2934
Si 0.1184 -0.0943 0.3952
Si -0.0364 -0.0285 -0.1584
Si -0.111 -0.0281 -0.3199
Si -0.0655 0.0438 -0.4398
Si 0.0271 -0.013 -0.2795
Si 0.0406 0.0478 -0.361
Si 0.0044 0.067 -0.2215
Si -0.0553 0.0218 -0.2153
Si 0.0239 -0.0054 -0.3631
Si 0.0053 -0.0266 -0.1863
Si -0.0203 0.023 -0.195
Si -0.0182 0.0358 -0.1725
Si 0.0155 -0.0041 -0.1819
Si -0.0155 0.0151 -0.174
Si 0.0105 -0.0065 -0.1664
Si 0.0253 -0.0104 -0.1886
Si -0.0165 0.0123 -0.182
Si -0.0087 -0.0023 -0.0004
Si -0.0094 0.0014 -0.0121
Si -0.0006 0.0058 -0.0223
Si -0.0106 -0.0137 -0.0334
Si 0.0049 -0.0072 -0.025
Si 0.0099 -0.0032 -0.0173
Si 0.0104 0.0057 -0.0178
Si 0.0022 -0.004 -0.006
Si -0.0061 -0.0054 -0.0068
Si 0.0065 -0.0011 -0.0063
Si -0.0052 -0.0003 -0.0093
Si -0.0025 0.005 -0.01
Si 0.0057 0.01 -0.0134
Si -0.0088 0 -0.0078
Si 0.0033 -0.0036 -0.005
Si 0.0084 0.0048 -0.0076
Si 0.0057 -0.0021 0.0143
Si -0.0045 0.0109 0.0157
Si -0.0079 0.0036 0.0092
Si 0.0013 -0.0031 0.0153
Si -0.0054 0.0013 0.0134
Si 0.0028 -0.008 0.0157
Si 0.0042 -0.0037 0.0119
Si 0.0017 0.0062 0.0199
Si -0.0045 -0.0012 0.0106
Si 0.0023 -0.0042 0.0102
Si 0.0056 -0.008 0.0047
Si -0.0035 0.0048 0.0132
Si 0.0002 0.0084 0.007
Si 0.0015 0.0028 0.002
Si -0.0037 0.0061 0.0171
Si 0.0049 -0.0049 0.005
Si -0.0002 0.007 0.0401
Si 0.0004 -0.0053 0.0335
Si -0.0015 -0.0064 0.0354
Si 0.0049 -0.0014 0.0284
Si 0.0042 -0.005 0.0546
Si -0.0013 0.0001 0.038
Si 0.0002 0.007 0.0414
Si 0.0065 0.0077 0.0378
Si 0.0015 0.005 0.0354
Si -0.0007 -0.0036 0.0324
Si -0.006 0.0004 0.0431
Si 0.0008 0.0035 0.0432
Si 0.0015 -0.002 0.0387
Si -0.0063 0.0017 0.042
Si -0.0019 0.0022 0.0379
Si -0.0029 0.0004 0.04
Si 0.0045 0.002 0.0439
Si 0.0048 -0.0016 0.0485
Si 0.0019 -0.0051 0.0341
Si -0.0043 0.0004 0.0389
Si -0.0001 -0.0009 0.0421
Si 0.0001 -0.0013 0.0287
Si -0.0033 -0.0012 0.0407
Si -0.0044 0.0037 0.0391
Si -0.0029 -0.0019 0.0324
Si -0.0005 0.0013 0.0386
Si -0.0035 -0.0006 0.0314
Si 0.0033 -0.004 0.0325
Si 0.0034 0.0029 0.039
Si 0.0013 -0.0016 0.0329
Si -0.0088 0.0034 0.0399
Si 0.0027 0.0044 0.0289
Si 0.0008 0.0072 0.0432
Si -0.0041 -0.004 0.0331
Si 0.0037 0.0012 0.0304
Si 0.0003 0.0047 0.0333
O 0.0028 -0.0039 -0.0168
O 0.0048 0.0006 -0.0326
O -0.0069 0.0042 -0.0264
O -0.0074 0.0096 -0.0282
O 0.0017 -0.0034 -0.0311
O 0.0079 -0.0039 -0.0078
O 0.004 0.0068 -0.0232
O 0.0001 0.0038 -0.0133
O 0.0024 0.0005 -0.0217
O -0.0033 -0.0056 -0.0175
O 0.0043 0.0071 -0.0239
O 0.0004 -0.0008 -0.0138
O 0.0082 -0.0085 -0.0219
O -0.0047 0.0067 -0.0214
O 0.0032 -0.0013 -0.0154
O -0.0018 0.0031 -0.016
O 0.0002 0.0002 -0.0115
O 0.0012 0.0048 -0.0159
O 0.0047 -0.0064 -0.0337
O 0.002 -0.0092 -0.0221
O 0.0063 -0.004 -0.0302
O 0.0091 0.001 -0.0205
O -0.0047 0.0011 -0.0166
O -0.0015 0.0018 -0.0145
O -0.0028 -0.0046 -0.0174
O 0.0005 0.0033 -0.0056
O -0.0069 -0.0055 -0.0265
O -0.0088 0.0034 -0.0166
O -0.0002 -0.0016 -0.0086
O -0.0016 0.0062 -0.0252
O 0.0049 -0.007 -0.0149
O -0.0053 0.0053 -0.0214
O -0.0054 0.0016 -0.0285
O -0.0072 0 -0.0247
O -0.0072 0.0115 -0.0222
O 0.0001 -0.0046 -0.0114
O 0.0086 -0.0081 -0.0185
O 0.0056 -0.0097 -0.0322
O -0.0003 -0.0037 -0.0124
O -0.0014 -0.0026 -0.0152
O 0.0099 0.0016 -0.0213
O 0.0057 -0.0092 -0.0243
O -0.007 0.0006 -0.0177
O -0.0058 -0.0002 -0.0195
O 0.0033 0.0027 -0.012
O 0.0001 -0.0041 -0.0025
O -0.0022 -0.0083 -0.0223
O -0.0013 0.0024 -0.0091
O -0.0072 -0.0046 -0.0185
O -0.0082 0.0096 -0.0202
O -0.0053 0.0006 -0.0236
O -0.0034 -0.012 -0.0311
O -0.0092 0.0087 -0.0204
O -0.0036 0.0095 -0.0311
O 0.008 -0.0067 -0.0221
O 0.0013 -0.0055 -0.016
O 0.0009 0.0009 -0.0122
O 0.0015 0.0049 -0.0099
O -0.001 -0.0045 -0.0214
O -0.0029 -0.0023 -0.0278
O 0 0.0036 -0.0175
O 0.0132 0.0039 -0.0288
O -0.0001 -0.0086 -0.0182
O -0.006 0.0033 -0.0108
O -0.0008 0.0015 -0.0083
O -0.0067 0.0105 -0.0262
O -0.0018 0.0005 -0.0127
O -0.0072 -0.0074 -0.0324
O 0.006 -0.0064 -0.0143
O 0.0047 0.0022 -0.0239
O -0.0036 0.0066 -0.0146
O 0.0038 -0.007 -0.0137
O 0.0005 -0.0005 -0.012
O 0.0019 0.0011 -0.0164
O -0.002 0.002 -0.0096
O 0.0018 0.0018 -0.0279
O -0.0005 0.0017 -0.0107
O -0.0005 0.0031 -0.0123
O 0.0037 0.0009 -0.0184
O -0.0019 0.0059 -0.0203
O -0.0006 0.003 -0.0074
O -0.0029 -0.0047 -0.0165
O -0.0006 -0.0024 -0.0165
O 0.0023 0.002 -0.0149
O 0.0065 0.0016 -0.0168
O -0.0035 0.0053 -0.0239
O 0.0034 0.0011 -0.0134
O 0.0071 -0.0003 -0.0174
H -0.271 0.383 -0.2333
H 0.2821 -0.2605 -0.2878
H 0.2595 -0.2719 -0.2591
H -0.3547 0.2886 -0.242
H -0.2809 0.2385 -0.3067
H 0.3023 -0.337 -0.2634
H 0.3691 -0.2606 -0.2859
H -0.2682 0.267 -0.2928
H -0.2541 0.303 -0.2941
H 0.3101 -0.3233 -0.2727
H -0.2421 0.2977 -0.3059
H 0.3356 -0.3113 -0.264
H -0.3254 0.3339 -0.231
H 0.3152 -0.2091 -0.2915
H 0.2456 -0.3061 -0.2797
H -0.3122 0.3443 -0.2075
H -0.2677 0.2703 0.2807
H 0.387 -0.2619 0.2597
H 0.2494 -0.3075 0.2569
H -0.2932 0.3425 0.2555
H 0.3271 -0.2165 0.2443
H -0.3384 0.3272 0.255
H 0.319 -0.3441 0.2602
H -0.1845 0.314 0.278
H -0.3507 0.3377 0.2487
H 0.2001 -0.3028 0.2763
H -0.3212 0.1855 0.304
H 0.3044 -0.3828 0.2465
H 0.2757 -0.3676 0.2441
H -0.2735 0.2422 0.2905
H -0.3964 0.2706 0.2302
H 0.252 -0.2792 0.2666

The program warned: the cutoff lies below the one the program advises for these potential files; the forces do not sum to zero within the program's tolerance; empty levels may hold ghost states of the PAW files; the exchange-correlation potential is rough where the density is thin.
